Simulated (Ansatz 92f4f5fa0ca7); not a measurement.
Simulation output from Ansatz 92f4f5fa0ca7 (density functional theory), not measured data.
Periodic cell of 223 atoms, Si132O90As1, from a study of silicon, its oxide and their interface. The atomic structure is a simulated model.
Doubt: the cutoff is far below the 930 eV that the study's wrapper takes by default for these files, so forces and energies are approximate.

Settings: functional PBE; potential files Ansatz PAW; basis plane waves; wave-function cutoff 580 eV; density cutoff ratio 5; exchange-correlation grid ratio 1; k mesh 1 x 1 x 1, Gamma-centred; self-consistency stop 5e-08 eV per atom in the density residual; occupations fixed; spin none; net charge +1 e, with a uniform compensating background and no finite-size correction.

Cell vectors (angstrom)
a	10.938	0	0
b	0	10.938	0
c	0	0	32.1988

Atoms and the computed forces on them: element, x, y, z (angstrom), force x, y, z (eV/angstrom)
Si	10.5962	0.2283	24.8535	0.0211	-0.0359	-0.2658
Si	5.7359	10.6798	24.732	-0.0462	-0.0145	-0.2978
Si	2.4833	2.9172	24.6374	0.059	-0.0018	-0.2887
Si	8.4267	2.472	24.8116	-0.0179	0.01	-0.3024
Si	0.2766	5.1698	24.75	0.032	0.0536	-0.2995
Si	5.1546	5.7502	24.6875	0.0365	-0.0439	-0.2968
Si	2.9359	8.0067	24.5901	-0.0484	0.0393	-0.2991
Si	7.9394	8.435	24.726	0.002	-0.0581	-0.2756
Si	1.3445	1.3712	26.0299	-0.0513	-0.0163	0.0066
Si	6.8292	1.3331	26.0987	0.0621	0.0082	0.0543
Si	4.042	4.1121	25.9821	-0.0384	0.0007	0.0087
Si	9.5893	4.0799	26.0704	-0.0267	-0.0539	0.042
Si	1.4037	6.8253	25.9921	0.0063	-0.0159	0.0185
Si	6.763	6.8595	26.019	0.0086	0.0371	-0.0058
Si	4.105	9.5331	25.9873	0.0257	0.0014	0.0008
Si	9.4888	9.5558	26.1279	-0.0046	0.0528	0.0396
Si	2.7489	-0.0047	27.3403	-0.0841	-0.0189	-0.0583
Si	8.1231	-0.0542	27.4987	-0.0156	-0.0091	0.1484
Si	0.0455	2.7644	27.4403	-0.0069	-0.0277	0.1213
Si	5.4234	2.7503	27.3599	0.071	0.0025	-0.0541
Si	2.7296	5.4688	27.4253	0.0034	0.0088	0.0028
Si	8.1834	5.4954	27.3483	-0.013	-0.0857	-0.0542
Si	-0.0019	8.167	27.3692	0.0172	0.0594	-0.0552
Si	5.4423	8.2068	27.4411	-0.0207	-0.0153	0.0297
Si	4.0803	1.3693	28.7348	0.0233	0.0003	0.0752
As	9.5759	1.3573	28.8638	0.0049	0.0003	-0.1383
Si	1.3768	4.1245	28.8361	-0.0211	-0.0558	-0.0758
Si	6.8167	4.1195	28.7083	-0.0047	-0.0021	0.079
Si	4.1007	6.8223	28.8052	-0.0087	0.0035	-0.0441
Si	9.5549	6.826	28.7414	0.0031	0.0304	0.0608
Si	1.3814	9.5583	28.7049	-0.0133	-0.0111	0.0781
Si	6.7732	9.5416	28.882	0.1088	0.03	-0.1385
Si	0.0743	-0.0742	30.2081	-0.0793	0.0673	-0.0632
Si	5.4158	0.018	30.1598	0.0002	0.0146	0.0321
Si	2.7509	2.7276	30.1504	-0.0595	0.0219	0.0218
Si	8.1361	2.8038	30.1879	0.068	-0.0852	-0.058
Si	-0.0255	5.4845	30.1415	0.0146	-0.0316	0.0201
Si	5.4825	5.4582	30.1511	-0.0036	0.0123	0.0345
Si	2.7207	8.2109	30.128	0.0188	0.0005	0.019
Si	8.2075	8.1714	30.1579	-0.0237	0.0262	0.0343
Si	1.3852	1.3774	31.5399	0.0308	-0.0115	0.0308
Si	6.8156	1.3625	31.5089	-0.0186	0.0097	0.0094
Si	4.1145	4.0939	31.5208	0.0181	-0.0034	0.0011
Si	9.5791	4.1109	31.5255	-0.0058	0.0145	0.0331
Si	1.3531	6.8502	31.4872	-0.0098	0.0164	-0.0082
Si	6.8461	6.8168	31.5387	0.0035	-0.0163	0.0187
Si	4.0744	9.5709	31.5214	-0.0168	-0.0113	0.027
Si	9.562	9.5466	31.5309	0.0016	-0.0213	0.0055
Si	2.7376	-0.0056	0.7179	-0.0119	-0.0326	0.0345
Si	8.1994	0.0123	0.67	-0.0099	-0.0095	-0.0337
Si	-0.0107	2.7296	0.7011	0.0248	0.0175	-0.0056
Si	5.4818	2.7319	0.6985	-0.01	0.0428	0.0212
Si	2.7283	5.4938	0.6485	0.0245	-0.0012	-0.0154
Si	8.2147	5.4518	0.716	-0.05	0.0195	0.0309
Si	0.0128	8.1881	0.6915	0.0321	0.0015	0.0199
Si	5.4657	8.2101	0.6859	-0.0079	-0.0121	0.0023
Si	4.1286	1.3636	2.072	0.0327	-0.0208	-0.0099
Si	9.5549	1.3523	2.059	0.0078	-0.006	0.0155
Si	1.3754	4.1375	2.0196	-0.04	0.0224	-0.0048
Si	6.8474	4.0818	2.0807	0.023	-0.0405	0.0093
Si	4.0975	6.8301	2.0483	0.0181	0.0189	0.0122
Si	9.5845	6.836	2.0666	0.0116	-0.019	-0.0114
Si	1.3756	9.5426	2.0683	0.0426	-0.0211	0.0026
Si	6.8287	9.6018	2.0419	-0.0524	0.0065	0.0136
Si	-0.0191	-0.0432	3.3891	0.0674	0.096	0.1015
Si	5.4949	0.0107	3.4845	-0.0504	-0.0198	-0.0875
Si	2.7723	2.7992	3.3523	-0.0575	-0.1171	0.1392
Si	8.1831	2.6833	3.4651	0.0533	0.1018	-0.0446
Si	0.0266	5.4763	3.4387	-0.0289	-0.0189	-0.0184
Si	5.4699	5.4633	3.4101	0.016	0.0381	0.0301
Si	2.7709	8.202	3.4602	-0.049	-0.0037	-0.0735
Si	8.2	8.2341	3.3718	0.0073	-0.0575	0.1048
Si	1.3888	1.3928	4.6326	-0.0004	0.0008	-0.0907
Si	6.8415	1.3454	4.9146	-0.0069	-0.0006	0.0892
Si	4.1472	4.0841	4.8085	0.0266	0.019	-0.0385
Si	9.5743	4.0811	4.7622	-0.0094	-0.003	0.0401
Si	1.4111	6.828	4.824	0.0155	0.0255	0.0377
Si	6.8207	6.8885	4.73	-0.0047	0.0093	-0.0339
Si	4.1347	9.5744	4.8487	0.0059	0.016	0.0852
Si	9.5479	9.5491	4.7964	-0.0084	-0.0163	-0.0422
Si	2.7405	0.1074	6.0648	0.0168	0.0425	-0.065
Si	8.2024	-0.0623	6.2691	-0.0061	-0.0208	-0.0014
Si	0.0259	2.6747	6.0477	0.0145	-0.0201	-0.0535
Si	5.4695	2.7253	6.2919	-0.0192	-0.0093	-0.0036
Si	2.8117	5.4768	6.1828	-0.0017	0.0026	-0.0031
Si	8.1688	5.4788	6.044	0.0053	0.0011	-0.0612
Si	0.0078	8.1861	6.1551	-0.008	-0.0156	-0.0012
Si	5.5262	8.2216	6.2389	0.0147	-0.0034	-0.0611
Si	3.8312	1.5735	7.6049	0.0281	-0.0708	0.2802
Si	9.8336	1.14	7.4516	-0.0245	0.0769	0.2481
Si	1.629	3.8003	7.3149	-0.0739	0.0135	0.2115
Si	6.6427	4.4145	7.4811	0.0588	0.0144	0.2566
Si	4.4003	6.6326	7.5462	-0.0143	0.0445	0.2435
Si	9.3626	6.9475	7.4068	0.0107	-0.0402	0.2247
Si	1.133	9.9178	7.2977	0.0438	-0.0112	0.2217
Si	7.1588	9.2272	7.6719	-0.0455	0.0172	0.3225
O	8.31	8.0872	7.9215	0.0173	-0.0069	-0.122
O	2.7129	2.7369	7.9608	0.0214	-0.0099	-0.1212
O	9.526	1.3542	24.2685	-0.0136	0.0141	0.1543
O	4.0536	6.8648	24.1159	-0.0045	0.0061	0.1191
O	0.0216	0.0263	7.9606	0.005	-0.0136	-0.125
O	5.5195	5.5095	8.0359	0.0022	-0.0143	-0.1227
O	6.8677	9.5869	24.1971	-0.0358	-0.0178	0.1005
O	1.3555	4.0441	24.1698	0.011	0.0393	0.1002
O	3.8538	7.3906	8.9314	0.0871	-0.0804	-0.2233
O	0.81	4.3743	8.6056	0.0687	-0.0929	-0.2332
O	9.808	6.1686	8.7999	-0.0831	0.0676	-0.2187
O	2.0997	9.387	8.5123	-0.0755	0.1119	-0.2607
O	7.4963	3.9268	8.8089	-0.079	0.1052	-0.2609
O	4.2663	0.9239	9.0718	-0.0938	0.0384	-0.3184
O	6.7275	9.5578	9.2263	0.0447	-0.0169	-0.396
O	9.2015	1.8611	8.7943	0.1048	-0.0845	-0.2495
O	7.7298	3.1527	23.4931	0.1061	-0.1003	0.3177
O	10.5086	5.847	23.4366	0.0939	-0.1571	0.3263
O	5.0855	0.4231	23.3888	0.1267	-0.1197	0.337
O	5.8657	5.0817	23.3628	-0.1091	0.1309	0.2897
O	3.1114	2.21	23.2738	-0.1531	0.0894	0.3132
O	2.2952	8.7181	23.2218	0.1282	-0.1043	0.2877
O	8.6116	7.7405	23.3901	-0.1132	0.1285	0.3029
O	0.2498	10.3612	23.5702	-0.0978	0.1118	0.3205
Si	4.3914	1.5679	22.4641	-0.0151	-0.0188	-0.5631
Si	3.4889	7.9258	14.0341	0.0101	-0.0006	0.0974
Si	7.1153	0.9563	14.6636	-0.0276	-0.0146	0.0529
Si	0.9482	9.3578	22.5142	-0.0171	0.067	-0.5135
Si	1.1769	4.3049	11.8822	0.0412	-0.0677	0.2224
Si	6.266	8.9618	15.3179	-0.0025	-0.0014	-0.027
Si	0.6774	1.3635	12.3006	0.0031	-0.0042	0.1373
Si	8.6268	4.9513	20.5084	0.0632	-0.0824	-0.4524
Si	0.32	5.7103	9.3654	0.051	0.0046	0.3683
Si	5.104	3.1241	17.9406	0.0274	0.0413	-0.148
Si	0.8829	3.7429	16.75	0.0353	0.0045	-0.0959
Si	10.4004	2.8432	19.2297	0.0112	-0.0095	-0.2751
Si	5.2765	1.18	10.3523	0.0215	0.0456	0.3605
Si	0.8887	0.1738	19.8388	-0.0861	0.0989	-0.3594
Si	6.642	9.4583	10.8646	0.0396	-0.0565	0.3785
Si	9.3381	9.6752	18.3221	-0.0426	-0.0368	-0.1703
Si	9.3895	9.2434	12.5689	0.0312	-0.0282	0.1558
Si	6.5751	3.8442	22.5786	0.0234	0.0087	-0.4853
Si	2.4344	8.0696	9.3842	-0.0397	-0.0076	0.3819
Si	10.5902	7.3659	17.0757	0.0379	-0.0121	-0.085
Si	2.5116	6.2881	16.5823	-0.0059	-0.0009	-0.04
Si	10.176	4.487	14.1906	-0.0191	0.0232	0.0617
Si	6.1393	9.1853	18.5147	0.0309	-0.0416	-0.1564
Si	7.9638	2.5736	9.5812	-0.0283	-0.054	0.3896
Si	8.8794	2.1419	12.4523	0.0307	-0.0446	0.2234
Si	5.34	6.2451	18.0674	-0.0398	0.007	-0.1198
Si	3.9228	0.5592	19.4627	0.053	-0.0286	-0.3917
Si	4.2727	3.8378	12.0508	-0.0153	0.0515	0.1835
Si	5.5418	6.5994	12.1381	-0.0072	-0.0371	0.1805
Si	8.0134	2.5029	17.217	-0.0221	-0.0079	-0.1069
Si	4.3582	2.4803	14.967	-0.0038	-0.0391	0.0227
Si	1.5378	1.2109	15.2618	0.0173	-0.0176	0.016
Si	1.5708	9.4092	12.0486	-0.0554	0.0602	0.2285
Si	8.0506	6.8482	13.8647	0.0054	-0.0018	0.0734
Si	10.3796	9.8336	15.4856	0.0323	-0.0058	-0.0027
Si	9.8081	7.0128	22.5497	-0.0131	-0.0128	-0.5159
Si	8.1104	5.4834	17.4054	-0.0019	0.0195	-0.1891
O	6.0447	7.9565	11.2906	0.0231	0.0879	-0.1253
O	6.0224	9.2037	16.8969	-0.0042	0.0078	0.0806
O	7.6784	1.3612	13.1938	0.0228	0.0223	-0.083
O	0.8939	1.7452	13.8702	-0.0138	0.0035	-0.0723
O	9.4276	6.2556	16.8751	-0.022	-0.0138	0.0416
O	6.7603	6.199	13.1351	-0.0372	0.0061	-0.0657
O	5.1342	4.6604	18.61	0.0029	-0.0161	0.0624
O	9.2299	2.1552	18.2712	0.0501	0.0111	0.1009
O	2.3685	0.1	19.0685	-0.0213	-0.0052	0.1169
O	9.4055	10.2269	16.7614	-0.0104	0.0019	0.0684
O	2.7846	4.4351	11.7104	-0.0147	0.0087	-0.0696
O	5.0667	10.3239	19.1041	-0.0651	0.0676	0.1002
O	9.4249	3.2359	13.4983	-0.0153	-0.0277	-0.0646
O	0.4563	1.7614	19.9579	0.0319	-0.0381	0.1098
O	3.1521	1.3621	15.0704	-0.0002	0.0097	-0.007
O	8.1735	5.3762	19.0182	0.0297	-0.0253	0.2536
O	3.8925	6.5976	17.3951	0.0348	-0.0002	0.0383
O	4.5806	3.2847	16.3844	0.0072	0.001	0.054
O	9.0619	5.6633	14.3114	0.0028	-0.0006	-0.0156
O	5.4603	2.7505	22.1347	0.0017	0.0147	0.1599
O	10.6743	4.1468	15.688	-0.0026	-0.0017	-0.0002
O	0.3396	3.8669	18.2852	-0.0445	-0.0228	0.1151
O	10.4281	10.5145	19.209	0.0971	0.0383	0.1301
O	9.6416	10.0224	14.0273	-0.0126	-0.0038	-0.0603
O	10.8963	8.1331	22.0954	-0.0017	-0.018	0.1558
O	1.1882	2.1588	16.5344	-0.0082	0.0103	0.0283
O	9.7268	3.7426	20.4186	-0.0624	0.0818	0.1644
O	8.1332	4.0312	16.6779	0.0035	0.006	0.0442
O	-0.0415	9.1	11.9069	0.0305	-0.0063	-0.0704
O	6.5872	2.418	18.0087	-0.0182	-0.0018	0.0511
O	5.5768	10.7133	11.1978	-0.0071	0.0341	-0.1166
O	7.7502	9.5919	18.8447	-0.0003	0.0078	0.0597
O	10.0285	1.0204	12.0633	-0.0169	0.0075	-0.0618
O	1.3067	6.9564	9.0756	-0.0011	0.0045	-0.1379
O	0.6237	4.7611	13.3533	0.0306	-0.0006	-0.0885
O	5.7071	7.6234	18.9824	0.0062	0.0186	0.0684
O	5.233	5.0834	11.5208	0.0029	-0.0165	-0.0764
O	2.7148	6.979	15.12	0.004	0.0065	-0.0157
O	0.9122	2.739	11.4691	-0.0012	0.0341	-0.0795
O	0.8587	10.6835	15.5509	-0.0072	0.0016	-0.0026
O	2.4084	8.5817	10.9208	0.0489	-0.0728	-0.2502
O	4.6917	2.4285	11.2752	0.041	-0.1093	-0.149
O	4.246	3.5093	13.6809	0.0024	0.023	-0.0953
O	2.2017	4.6786	16.4939	-0.0069	-0.008	0.0146
O	10.7073	8.2474	15.6967	-0.0105	-0.0008	0.016
O	6.9253	10.2889	14.6673	0.0077	0.0064	-0.0132
O	2.3398	8.949	13.4321	-0.0288	0.0173	-0.0872
O	8.0292	1.5199	15.9076	0.009	0.0135	0.0215
O	4.1278	6.9934	12.8592	0.0279	-0.016	-0.0758
O	4.1787	2.0121	18.7203	-0.0385	-0.08	0.1261
O	7.2842	4.4284	21.2516	-0.1303	-0.0644	0.2687
O	8.4133	2.926	11.1047	-0.0499	0.0256	-0.242
O	1.1788	6.8609	17.3609	-0.0146	0.0069	0.0291
O	5.6504	1.5734	14.7553	0.0036	0.0069	-0.0119
O	8.1281	9.7532	11.5888	-0.0906	0.0149	-0.1283
O	9.2122	6.2838	21.2311	0.0676	0.1366	0.2701
O	8.9593	7.7118	12.8535	0.0093	0.0302	-0.057
O	1.6527	0.1158	11.8859	0.0165	-0.0203	-0.0647
O	6.645	6.1483	17.063	0.0067	-0.0045	0.046
O	7.3966	7.7994	15.0373	0.0049	-0.0096	-0.0114
O	1.2227	10.2848	21.2099	0.0091	-0.1565	0.3504
O	10.0304	8.1968	18.3546	-0.0126	0.0264	0.0741
O	3.9442	0.855	21.0754	0.0446	0.0898	0.3927
O	0.3278	5.3262	10.9329	-0.0411	0.0733	-0.2214
O	6.6954	1.5694	9.6486	0.0426	0.0258	-0.1431
O	4.7758	8.7024	14.6872	-0.0061	-0.0048	-0.0194

Results
free energy: -139961.397 eV
free energy less fixed offsets of As -4856.12, O -568.88, Si -635.61 eV per atom: -5.557 eV

The program warned: the cutoff lies below the one the program advises for these potential files; the exchange-correlation potential is rough where the density is thin.
